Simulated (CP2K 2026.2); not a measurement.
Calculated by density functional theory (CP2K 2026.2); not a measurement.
Periodic cell of 444 atoms, Si328O116, from a study of silicon, its oxide and their interface. The atomic structure is a simulated model.
Doubt: the forces sum to 0.84 eV/angstrom along one axis rather than to zero, so they err by at least 0.0019 eV/angstrom per atom on average; the grid cutoff is modest.

Settings: functional PBE; method Gaussian and plane waves; basis set DZVP-MOLOPT-SR-GTH; pseudopotentials GTH-PBE; grid cutoff 350 Ry, relative cutoff 50 Ry; k points Gamma only; occupations fixed; spin none; net charge 0.

Cell vectors (angstrom)
a 16.4025 0 0
b 0 16.4025 0
c 0 0 30.3987

Atoms and the computed forces on them: element, x, y, z (angstrom), force x, y, z (eV/angstrom)
Si 16.1765 0.2063 0.1477 0.1042 -0.1455 -0.6492
Si 2.9869 2.4621 30.3145 -0.0924 0.0126 -0.372
Si 0.2171 5.496 0.0681 -0.1545 0.1629 -0.2632
Si 2.4294 8.3205 30.373 0.1244 -0.0245 -0.0147
Si 0.3345 10.6914 30.2398 0.0788 -0.2854 0.0873
Si 3.0147 13.5572 30.2672 -0.0692 0.0745 -0.2258
Si 5.269 0.254 0.0125 0.0622 -0.0845 -0.1698
Si 7.8804 2.7749 30.2402 0.2124 -0.1058 -0.3743
Si 5.9315 5.3339 30.2174 -0.1796 0.1173 -0.1886
Si 8.4096 8.2886 30.2541 -0.1648 0.0919 0.0215
Si 5.082 11.2227 0.0646 -0.0559 -0.2553 -0.0663
Si 8.1147 13.1034 30.1126 -0.4831 0.3484 0.224
Si 11.1907 15.8325 0.0317 -0.0061 -0.0954 -0.6175
Si 13.7544 2.288 0.2778 -0.1748 0.0639 -0.5014
Si 10.4871 5.8686 0.0189 0.3607 -0.1445 -0.1023
Si 13.3023 8.2342 30.3448 0.1313 0.0451 0.2233
Si 11.2504 10.7359 30.3009 0.0679 0.1735 -0.192
Si 13.5256 13.8315 0.5443 0.0991 -0.139 -0.4793
Si 1.4292 1.365 1.3598 0.0052 0.0069 -0.2154
Si 4.1284 4.1848 1.1482 0.1022 0.0417 -0.2887
Si 1.3809 6.8753 1.5175 0.1198 -0.0219 -0.2337
Si 4.0194 9.5303 1.2981 -0.1687 0.0744 -0.3435
Si 1.4026 12.3249 1.2249 -0.0238 0.0491 -0.2245
Si 4.1299 15.0342 1.3446 -0.0541 0.1677 -0.3305
Si 6.8684 1.2964 1.3591 -0.1371 -0.0287 -0.1237
Si 9.4459 4.0753 1.2005 0.0097 0.0749 -0.2781
Si 6.8838 6.9639 1.2364 0.1727 0.0133 -0.2782
Si 9.5624 9.7249 1.308 0.0977 -0.0502 -0.3014
Si 6.6576 12.3566 1.4102 0.0785 -0.1982 -0.2685
Si 9.5079 14.6632 1.1984 0.0429 -0.0919 -0.3373
Si 12.1071 1.1838 1.4455 0.0695 -0.1016 -0.0685
Si 15.123 3.9585 1.3079 0.1104 0.0437 -0.1887
Si 12.2084 6.7794 1.411 -0.1162 -0.0391 -0.2036
Si 15.0447 9.5005 1.1704 -0.1264 -0.0194 -0.4143
Si 12.2446 12.2047 1.5307 -0.0676 -0.0628 -0.3026
Si 15.1313 15.0556 1.5955 -0.0402 0.194 -0.0017
Si 0.0536 2.6955 2.7526 -0.0597 -0.0687 0.1779
Si 2.7337 16.3571 2.7188 -0.0223 -0.0314 0.0886
Si 16.3278 8.2074 2.7397 -0.2764 0.0707 -0.0591
Si 2.7983 5.4588 2.694 0.0797 -0.2269 -0.0509
Si 0.0794 13.5945 2.7664 0.0123 -0.1624 -0.0212
Si 2.6993 10.9377 2.6878 0.0435 0.0698 -0.0002
Si 5.4571 2.7549 2.6461 0.0481 0.1378 -0.013
Si 8.2307 16.2327 2.6101 -0.0797 -0.0848 -0.1708
Si 5.4349 8.1951 2.6409 0.0349 -0.002 -0.0302
Si 8.1658 5.4836 2.6474 -0.134 -0.0547 0.1104
Si 5.4346 13.7382 2.8031 -0.0165 0.0601 0.0466
Si 8.1085 10.9712 2.7024 0.0208 -0.0564 -0.0893
Si 10.8054 2.7111 2.6535 -0.0147 0.0719 -0.0499
Si 13.6129 16.3686 2.8378 0.1402 0.1735 0.2619
Si 10.8808 8.2371 2.7296 0.047 0.1187 0.0109
Si 13.6659 5.3546 2.6542 0.0719 0.2064 -0.1629
Si 10.8131 13.5341 2.8 0.0822 0.0042 0.1459
Si 13.7249 10.8424 2.7045 0.1472 -0.179 0.0329
Si 1.4126 4.0997 4.0795 -0.0881 0.0345 -0.0271
Si 4.1015 1.3704 4.0633 0.0345 0.0277 -0.196
Si 1.3265 9.5769 4.0837 0.0153 0.0366 -0.0795
Si 4.1286 6.8256 4.0614 0.005 -0.0135 0.0274
Si 1.3978 14.9961 4.1237 0.0298 0.004 -0.0308
Si 4.0769 12.2913 4.0987 -0.0221 -0.0965 -0.0905
Si 6.8095 4.111 4.0626 -0.056 0.0562 -0.228
Si 9.5118 1.286 4.0197 0.0469 0.0349 0.0164
Si 6.7946 9.5391 4.0464 0.0191 0.0152 -0.0065
Si 9.5302 6.8243 4.0755 0.0534 -0.0147 -0.1725
Si 6.8521 15.0534 4.1228 -0.0102 -0.1093 0.0022
Si 9.4691 12.2216 4.1763 -0.0197 0.1751 -0.0499
Si 12.2526 4.0382 4.0184 0.0815 -0.1048 0.0422
Si 15.0372 1.3594 4.1335 -0.1389 -0.0124 -0.0769
Si 12.3166 9.5326 4.1093 -0.0502 -0.0191 -0.1884
Si 14.9701 6.7847 4.0631 0.0784 -0.0087 -0.0378
Si 12.2316 14.9516 4.1301 0.0685 -0.0383 -0.0978
Si 15.0601 12.2408 4.088 -0.0692 -0.0083 -0.0185
Si 0.0081 0.0165 10.905 -0.0142 -0.0261 -0.001
Si 2.7225 2.7497 10.9187 -0.0075 0.0061 0.0104
Si 16.4008 5.455 10.9246 -0.0005 -0.0068 -0.0009
Si 2.7353 8.1852 10.9341 -0.0015 -0.0025 0.0013
Si 0.0034 10.9205 10.9365 -0.0134 0.0136 0.0048
Si 2.7217 13.6689 10.9097 -0.0198 0.0138 -0.0067
Si 5.4623 0.0194 10.9232 -0.0025 -0.019 0.0135
Si 8.1989 2.7531 10.9228 -0.0097 -0.0134 -0.0037
Si 5.4587 5.478 10.9249 -0.0205 0.0147 0.0128
Si 8.1995 8.1707 10.9069 0.0147 -0.0232 -0.0099
Si 5.4699 10.9179 10.9109 0.0202 -0.0126 0.0038
Si 8.2145 13.6598 10.9091 0.0067 -0.0028 -0.0109
Si 10.9507 0.0008 10.9217 0.0105 -0.025 -0.0038
Si 13.6727 2.7299 10.9156 -0.0095 -0.0095 0.003
Si 10.9357 5.4596 10.9246 -0.0179 0.0071 0.003
Si 13.6725 8.1821 10.9308 -0.0047 0.0121 0.0088
Si 10.9442 10.9031 10.9194 -0.0169 0.0254 0.0157
Si 13.6897 13.6546 10.9178 0.0063 -0.0251 0.0015
Si 1.3509 1.3953 12.2909 0.0064 -0.0463 0.0099
Si 4.0753 4.1271 12.2907 0.0383 -0.0164 -0.0165
Si 1.3647 6.8182 12.2983 -0.0261 -0.0185 -0.0003
Si 4.1194 9.5491 12.2908 0.0003 0.0607 0.0161
Si 1.3755 12.3016 12.2912 0.0099 0.0115 0.0082
Si 4.0768 15.0528 12.2655 -0.0055 -0.0455 -0.0112
Si 6.8265 1.3991 12.2881 0.0242 0.0192 -0.0181
Si 9.5519 4.1232 12.2998 0.0335 -0.0286 0.0083
Si 6.8265 6.8409 12.2975 0.0362 0.0124 -0.0029
Si 9.581 9.5156 12.2735 -0.058 -0.0153 -0.0211
Si 6.8445 12.288 12.2587 0.0542 0.0557 -0.0009
Si 9.5865 15.0241 12.2739 -0.0327 -0.009 -0.0149
Si 12.3154 1.3725 12.2939 -0.0205 -0.0246 0.0236
Si 15.0357 4.0924 12.297 0.0151 0.0056 0.0034
Si 12.3107 6.813 12.3003 -0.0068 0.0146 0.0123
Si 15.0432 9.5462 12.305 -0.0089 0.0049 0.0047
Si 12.3337 12.2676 12.2752 0.0181 0.0323 -0.0184
Si 15.068 15.0356 12.2685 0.0123 0.0523 -0.0204
Si 0.006 2.7616 13.6928 -0.0616 0.03 0.0156
Si 2.7204 0.0257 13.6438 -0.007 0.0014 0.0069
Si 0.0051 8.1741 13.6716 0.0077 0.011 -0.0137
Si 2.7205 5.4763 13.697 -0.0017 0.0249 0.0202
Si 0.0289 13.6893 13.6608 -0.0465 -0.007 0.0307
Si 2.7616 10.9338 13.637 -0.004 -0.0243 -0.0502
Si 5.4543 2.7831 13.6492 -0.0202 -0.0254 -0.0266
Si 8.2162 0.0167 13.611 0.0556 -0.0563 0.0008
Si 5.4752 8.1952 13.6919 0.006 -0.0339 0.0097
Si 8.1856 5.4947 13.6808 -0.0392 0.0416 0.0093
Si 5.4678 13.6796 13.5865 -0.0187 0.0246 -0.0088
Si 8.1975 10.883 13.6032 0.0224 0.0079 -0.0377
Si 10.9329 2.7565 13.6436 -0.0386 0.0318 -0.0068
Si 13.7243 0.0102 13.6344 0.0539 -0.1206 -0.0221
Si 10.9496 8.1741 13.6774 0.036 -0.0213 -0.0042
Si 13.6788 5.4537 13.6745 0.0009 -0.0089 -0.0241
Si 10.9765 13.6476 13.6158 -0.0148 0.019 0.0344
Si 13.6874 10.9149 13.6819 -0.0114 0.0225 0.047
Si 1.349 4.1362 15.098 0.0243 -0.0236 0.0432
Si 4.0758 1.4199 14.9881 0.0187 0.0253 0.0361
Si 1.4099 9.5491 14.9846 0.0239 0.0322 -0.0063
Si 4.0982 6.8379 15.0691 -0.0215 0.0316 0.0277
Si 1.3873 15.0662 15.0498 -0.0044 0.0324 0.045
Si 4.1441 12.3123 14.9768 0.0335 0.0353 0.0188
Si 6.7778 4.1645 15.0451 0.0586 -0.0093 0.0338
Si 9.5648 1.3866 14.9927 -0.0454 -0.0218 0.0139
Si 6.8398 9.5849 15.0498 0.1353 0.0497 0.0768
Si 9.565 6.8418 15.0656 -0.0132 -0.0436 0.0567
Si 6.8068 15.0731 14.931 -0.0218 -0.0427 -0.0472
Si 9.6259 12.2032 14.9113 -0.0618 -0.0181 -0.055
Si 12.2916 4.1052 15.0337 -0.0111 -0.042 0.0416
Si 15.0575 1.3722 15.0521 -0.0175 -0.0315 0.0419
Si 12.3346 9.5166 15.0601 0.013 -0.0118 0.0254
Si 15.0497 6.8024 15.0574 -0.034 0.0102 0.0039
Si 12.3643 15.0269 14.9655 0.0668 0.0494 -0.0632
Si 15.0694 12.3148 15.0231 0.0258 0.005 -0.0218
Si 0.0389 0.0435 16.4598 -0.0582 -0.0214 0.1421
Si 2.7439 2.756 16.4314 0.0227 -0.0934 0.029
Si 16.3928 5.5044 16.5065 0.0243 -0.0601 0.0265
Si 2.7628 8.2458 16.4243 -0.0556 0.0114 0.0492
Si 0.0942 10.9444 16.3181 -0.0411 -0.139 0.036
Si 2.8461 13.7116 16.3451 0.0565 -0.062 -0.0828
Si 5.4698 0.0799 16.3166 -0.0424 -0.0074 0.0278
Si 8.1284 2.7356 16.3342 0.0293 0.0463 0.019
Si 5.4204 5.4974 16.5033 0.0042 0.0093 0.1318
Si 8.2477 8.2708 16.4424 -0.1199 -0.0323 -0.0515
Si 5.4515 10.96 16.4174 -0.1024 0.0734 0.1064
Si 8.18 13.577 16.1005 0.0302 -0.0987 -0.0086
Si 11.038 0.0487 16.2796 0.0651 -0.0747 -0.01
Si 13.6302 2.7104 16.3982 -0.0308 0.0955 -0.0155
Si 10.9087 5.4321 16.4296 0.0721 0.1228 0.0818
Si 13.7037 8.1406 16.4543 -0.0571 0.0255 0.0762
Si 10.9408 10.8777 16.3979 0.0333 0.1022 -0.0554
Si 13.6842 13.6697 16.3928 -0.0052 0.0442 0.0477
Si 1.4687 1.3869 17.882 0.1201 0.0247 0.1053
Si 4.021 4.0918 17.9146 0.0029 0.0326 0.0581
Si 1.4049 6.933 17.8437 0.0816 0.0058 -0.0574
Si 4.0613 9.6413 17.8672 -0.0178 -0.0354 0.0017
Si 1.5321 12.2801 17.6387 -0.1271 -0.0248 -0.0878
Si 4.2159 15.0887 17.712 -0.1234 0.101 0.0739
Si 6.753 1.4432 17.7471 -0.1915 0.1199 0.0118
Si 9.49 4.0212 17.7317 0.0026 0.0028 -0.0284
Si 6.8109 6.9753 17.7787 -0.0403 0.1139 -0.1069
Si 9.6157 9.5948 17.892 -0.0089 0.0063 0.1553
Si 6.9239 12.3494 17.6593 0.2524 0.2036 -0.0121
Si 9.6307 14.909 17.2727 -0.0483 -0.1393 -0.1318
Si 12.2798 1.3895 17.8431 0.0086 -0.1191 0.2426
Si 14.9779 4.0467 17.7844 0.0314 -0.0611 -0.0463
Si 12.2653 6.7895 17.8552 -0.1032 -0.1418 -0.0612
Si 15.1824 9.5544 17.7027 0.1135 0.2101 -0.1103
Si 12.3234 12.2379 17.7243 0.0858 -0.068 -0.0202
Si 15.0114 15.0759 17.7826 0.042 0.1497 0.0488
Si 0.0316 2.8285 19.1867 0.0648 -0.0793 0.2829
Si 2.9067 16.3145 19.2529 -0.1711 -0.1518 0.2048
Si 0.1515 8.3658 19.2523 -0.0345 0.1108 0.2572
Si 2.6387 5.5415 19.29 -0.1817 -0.0402 0.2259
Si 0.1451 13.6383 18.8561 -0.0847 -0.1318 0.1884
Si 2.7848 11.127 19.2799 0.1226 -0.0435 0.3622
Si 5.3611 2.7098 19.3688 0.0765 -0.0367 0.1647
Si 8.3147 16.3029 18.4826 0.2084 -0.0986 0.53
Si 5.4596 8.3227 19.2525 0.0538 0.0563 0.1445
Si 8.1464 5.4908 18.9707 -0.0075 -0.0583 -0.0151
Si 5.7754 13.9222 18.9954 -0.1542 -0.1122 0.7109
Si 8.1854 11.0307 19.1723 -0.0541 0.0756 0.2574
Si 10.7093 2.6192 19.2366 0.0342 -0.0618 0.5163
Si 13.7145 0.0794 19.2946 0.0189 -0.1933 0.5027
Si 10.9724 8.2122 19.3288 0.1966 -0.0757 0.1642
Si 13.5951 5.3172 19.2021 -0.1694 0.0814 0.1973
Si 10.8089 13.6516 18.8221 -0.175 0.1364 0.2981
Si 13.784 10.8643 19.0236 0.078 0.058 0.1515
Si 0.7982 4.6566 20.6528 0.1061 0.0997 -0.1061
Si 4.0146 1.2814 20.8976 0.1212 0.0558 -0.2949
Si 1.1852 10.1282 20.8848 0.1428 0.1445 0.3648
Si 4.2918 6.6957 20.525 -0.006 0.1547 0.4382
Si 1.2983 14.944 20.4101 0.0993 0.1146 -0.0288
Si 4.5461 12.4461 20.3071 0.0376 -0.1089 0.0898
Si 6.5583 4.4863 20.3934 0.0495 -0.0364 0.4629
Si 9.5065 0.7116 20.3067 -0.1318 -0.2 -0.2923
Si 6.5287 10.0399 20.5785 0.0148 -0.0879 0.4666
Si 9.7094 6.4857 20.4091 -0.1845 0.0602 0.5154
Si 7.466 15.2739 20.3939 0.7341 0.1065 -0.9438
Si 9.2855 12.7168 20.4322 0.391 -0.2747 0.2896
Si 11.8922 4.1546 20.6289 -0.003 -0.1432 0.2343
Si 15.7215 1.0785 20.6654 -0.1776 0.1846 -0.4022
Si 12.9168 9.1761 20.4635 0.083 -0.0831 0.3178
Si 15.0273 6.8762 20.2465 -0.0636 -0.0143 0.4991
Si 11.8824 15.1875 20.1734 0.1413 0.1819 0.04
Si 15.3589 12.1932 20.2067 -0.2744 0.1317 0.0314
Si 1.3381 2.4091 22.4807 0.0169 0.0638 0.397
Si 2.179 9.8712 24.062 -0.0263 -0.1008 0.5079
Si 3.2732 12.4283 25.3142 0.0624 -0.0823 0.1791
Si 7.3954 9.7806 23.625 -0.0042 0.101 0.3393
Si 7.3382 10.5854 28.4964 -0.0486 0.0221 -0.3368
Si 10.2699 2.3022 26.0742 -0.078 -0.0582 -0.1384
Si 12.6831 10.9113 23.1685 0.1818 -0.2954 0.3908
Si 2.6259 3.4796 27.4135 0.062 -0.0273 -0.4914
Si 0.7942 2.3356 25.4718 -0.3698 -0.0999 0.1134
Si 8.3255 5.1804 22.664 -0.0103 0.2984 0.2997
Si 3.1387 14.0754 22.6172 -0.0177 -0.2041 0.3117
Si 13.0743 9.0988 25.3916 0.0622 -0.2706 -0.101
Si 6.2752 11.6846 25.6438 -0.1723 0.0559 -0.2008
Si 13.5284 13.7061 22.1649 -0.0334 -0.0259 0.3055
Si 11.0542 15.8877 27.3689 0.0044 0.064 -0.4077
Si 12.3517 11.197 27.5365 -0.1198 -0.0583 -0.537
Si 15.0384 6.9329 25.9222 -0.0595 0.0845 -0.6291
Si 16.1414 1.0169 27.6932 -0.0307 -0.4551 -0.2654
Si 1.3964 7.2779 25.2404 -0.2273 -0.1048 -0.2873
Si 2.2541 6.2454 28.1347 -0.1676 0.1708 -0.4242
Si 3.8062 7.5121 23.5612 0.118 -0.0906 0.539
Si 4.575 1.1599 26.3575 0.0449 0.0018 0.0619
Si 4.8443 16.399 23.5377 0.0929 -0.016 0.5132
Si 7.3969 2.4413 27.1134 0.0989 0.0169 -0.3079
Si 7.1853 5.4989 27.3618 -0.0181 -0.1147 -0.3593
Si 7.1331 14.7454 25.0727 0.3567 -0.1563 -0.1616
Si 10.0675 14.5768 24.8928 -0.0164 0.147 -0.064
Si 13.3398 13.9434 26.7665 -0.142 -0.0843 -0.1488
Si 11.073 3.8865 23.5124 0.1597 0.1508 0.5006
Si 14.3048 1.5349 25.7141 0.0159 -0.1773 -0.2345
Si 3.6144 14.5965 27.449 -0.0754 0.066 -0.436
Si 6.7676 6.9464 24.6745 -0.0919 0.1772 -0.0611
Si 12.2077 6.266 25.2568 0.1322 0.2801 -0.0799
Si 10.3831 5.1007 27.5328 0.0581 -0.0154 -0.485
Si 6.4524 14.8852 28.0629 -0.0986 0.0714 -0.3056
Si 14.0673 3.1923 27.9944 -0.0865 -0.1328 -0.6846
Si 9.9107 11.7241 23.4358 -0.1636 0.1245 0.2529
Si 14.5063 6.2938 28.6205 0.0063 0.2009 -0.5153
Si 13.016 15.5591 24.2914 -0.2961 0.2128 0.2889
Si 14.9034 12.2335 28.5632 -0.1883 0.1915 -0.2889
O 0.2109 0.0424 28.9066 -0.0408 0.0067 0.5979
O 14.791 1.0572 30.336 -0.0886 0.0521 0.1326
O 4.5718 1.0734 24.7216 -0.0357 0.1114 -0.0962
O 1.385 3.622 26.3177 -0.0336 0.0431 0.2433
O 15.2685 6.3835 30.0478 0.1884 0.1942 0.3415
O 1.0728 5.4901 29.0067 -0.2725 -0.3889 0.7033
O 2.5772 6.6719 24.2773 -0.056 -0.1135 -0.0897
O 2.9779 7.3502 29.1127 0.3607 0.1688 0.5929
O 16.3337 11.4854 28.8084 -0.1457 -0.126 0.0549
O 1.3789 9.4627 29.7434 -0.1942 0.356 0.1215
O 2.7498 14.4451 28.8404 -0.3083 -0.2519 0.735
O 3.8875 16.1597 26.9323 -0.077 -0.2118 0.1649
O 4.1653 1.3705 29.8333 0.1013 -0.0542 0.2185
O 3.5052 15.5138 23.2754 -0.2445 0.1343 0.0293
O 11.2251 6.0815 26.5361 -0.2276 -0.1539 0.1167
O 6.6604 3.8644 30.1485 -0.0109 -0.106 0.0161
O 6.2687 5.9022 28.6625 -0.3707 -0.0432 0.6679
O 8.8125 5.5444 27.5747 -0.1528 0.1682 0.2943
O 7.9612 9.0755 28.8095 -0.1956 -0.214 0.1916
O 5.8346 10.6028 29.1295 -0.2737 -0.1833 0.2581
O 7.5752 14.0496 28.8692 0.3923 -0.1841 0.3213
O 8.3323 11.6307 29.3216 0.3474 0.214 0.0286
O 10.1529 14.7975 26.5211 0.1491 -0.2576 0.1652
O 10.5752 16.1641 28.8982 0.1733 -0.1596 0.628
O 13.1055 2.6067 29.1655 -0.0538 -0.0098 0.5632
O 14.0122 4.7989 28.2085 -0.022 -0.1487 0.1094
O 11.0464 5.1986 29.0091 -0.0935 0.2039 0.4874
O 8.0259 2.2651 28.6328 0.2485 0.0442 0.8222
O 13.3752 7.4564 28.838 0.0344 0.08 0.3215
O 12.1774 9.3998 30.0922 0.1575 -0.1091 -0.1047
O 11.1826 11.2635 28.6865 -0.1287 0.1606 0.8865
O 13.7293 15.1697 22.8848 0.3788 -0.0869 -0.3482
O 14.5194 12.9515 29.9596 0.0776 0.0617 0.215
O 12.4894 14.8281 30.1016 -0.2152 0.1533 0.4214
O 1.271 4.0063 22.1063 0.1718 0.1634 0.142
O 16.0592 5.8196 21.1236 0.1029 -0.1697 -0.7725
O 5.0823 0.7609 22.0983 -0.069 0.2058 -0.4419
O 8.1199 0.2592 21.2493 -0.1298 -0.3568 0.3208
O 3.628 9.092 23.9668 0.089 0.1044 -0.0638
O 2.2623 11.1514 25.0983 -0.0794 -0.0678 -0.1996
O 3.6982 7.3252 21.9522 -0.2408 0.146 -0.7088
O 5.4352 5.5796 20.9901 0.0466 -0.1681 -0.4219
O 1.6816 14.2302 21.8861 -0.0067 0.1727 -0.501
O 0.1124 16.0432 20.7126 -0.4176 0.3131 -0.193
O 5.4708 11.2546 21.049 -0.0511 0.1154 -0.7545
O 7.083 9.4858 22.0571 -0.0027 -0.1252 -0.9447
O 7.4105 4.1515 21.7821 0.0696 -0.0627 -0.3557
O 10.0149 13.0257 24.4159 -0.1326 -0.2297 -0.137
O 7.5209 5.7008 23.9698 0.1219 -0.095 -0.03
O 1.6987 10.0989 22.5074 -0.0655 -0.2612 -0.9106
O 8.82 6.5313 21.8465 -0.0243 0.105 -0.3012
O 6.0479 15.4039 24.0411 0.0011 -0.1371 -0.0777
O 2.6252 1.8334 21.6329 0.1898 -0.1035 -0.0848
O 13.1922 12.4527 23.1494 -0.0246 0.3097 -0.2088
O 9.9154 12.0966 21.8493 -0.1477 0.3084 -0.4267
O 10.9262 2.6709 24.6094 0.2094 -0.1755 -0.233
O 11.9645 3.4723 22.1933 0.1503 0.266 -0.6662
O 10.9867 0.9226 26.5793 0.2539 0.0341 0.2517
O 16.2797 1.7269 22.1247 -0.1339 -0.3051 -0.2773
O 12.616 10.1915 21.7235 0.1469 -0.2399 -0.3169
O 13.9569 7.9588 21.0569 -0.1455 -0.0636 -0.7766
O 10.7949 16.222 20.9271 -0.2849 0.2719 -0.2648
O 16.2801 11.1344 21.0848 0.2199 -0.2408 -0.2205
O 1.1705 8.852 24.8552 0.098 0.1995 -0.1698
O 15.5979 2.3302 25.0538 0.1296 -0.0255 0.1113
O 1.6206 2.1873 24.0826 0.1889 0.1424 -0.5085
O 6.7638 6.6213 26.2625 -0.2091 0.0894 0.1557
O 9.5217 7.1229 29.8624 0.0995 -0.3459 0.3749
O 4.6829 11.8923 25.9315 0.1659 -0.2721 -0.0192
O 16.3172 6.6128 24.9544 0.0811 -0.0664 0.1958
O 6.935 13.1141 25.1497 -0.1483 -0.0321 0.2101
O 3.3058 12.9932 23.7998 0.2017 0.0257 -0.2461
O 6.2436 10.6343 24.397 -0.1605 -0.0865 -0.0152
O 6.1207 1.4667 26.816 0.1132 -0.1987 0.2492
O 10.5731 3.5555 27.0646 0.1417 0.0968 0.2734
O 11.7655 5.2529 24.0863 0.0928 -0.1563 -0.28
O 13.7942 5.9447 25.5426 0.0092 -0.128 0.1104
O 11.2012 10.8239 23.7987 -0.0375 0.1784 0.1557
O 0.9709 1.1241 26.5912 -0.1257 -0.128 0.1674
O 13.4797 2.7099 26.5241 0.1985 0.3102 0.1409
O 3.2106 5.0063 27.6166 0.1983 0.1153 0.2226
O 1.7933 7.0794 26.8038 0.1416 0.0285 0.3628
O 15.5951 2.5374 28.1191 0.1759 0.4454 0.203
O 10.9606 5.5015 20.868 -0.0675 -0.1301 -0.4022
O 5.2394 7.0166 24.1241 -0.1923 -0.1568 0.1045
O 5.1129 13.9938 27.7524 0.3089 0.027 0.3495
O 7.5589 8.3465 24.3874 0.0841 0.058 0.0876
O 12.1401 7.8564 24.8324 -0.245 0.0692 -0.1088
O 8.6961 10.7282 23.8005 0.1321 0.1329 0.1245
O 4.1683 13.5607 21.4761 0.2586 0.1164 -0.4001
O 8.2807 13.9261 20.9665 -0.178 0.2889 -0.3322
O 12.3313 12.6363 26.7324 -0.1256 0.0391 0.1441
O 12.5553 15.2298 27.4202 0.1547 -0.109 0.3493
O 8.6327 2.0909 26.0655 -0.2127 -0.0569 0.1829
O 14.4853 8.4673 25.9132 0.1137 -0.0304 0.2907
O 14.7548 13.4296 27.4311 0.3059 -0.2676 0.3696
O 14.8365 13.3253 21.3078 0.24 -0.0009 -0.317
O 12.226 13.9544 21.2369 -0.1547 -0.1172 -0.1517
O 13.8331 11.0491 28.2131 0.3027 -0.2891 0.0828
O 14.8795 0.4255 26.7981 -0.0781 0.1042 -0.0425
O 15.5423 6.7004 27.4406 -0.0341 -0.1865 0.386
O 7.1198 11.0499 26.9151 0.1376 -0.3159 0.559
O 2.2135 2.8722 28.8803 0.1503 0.0523 0.6733
O 6.0114 16.1253 29.0204 -0.145 0.2426 0.4413
O 3.7347 2.4815 26.7709 0.1745 0.0808 -0.0136
O 8.5982 15.1584 24.4537 -0.1183 0.0295 0.0514
O 7.0506 15.3253 26.6011 -0.0637 0.011 0.373
O 6.8509 3.9699 26.8792 -0.194 -0.013 -0.1163
O 9.551 4.2509 23.1378 -0.0758 0.108 -0.128
O 2.8442 13.6628 26.3185 -0.1662 0.2242 0.2928
O 3.9532 12.2564 29.8 -0.0603 0.0783 0.5342
O 13.3953 0.7162 24.6374 0.1992 -0.0426 0.1715
O 11.3729 15.3619 24.2508 -0.0615 0.1888 -0.3402
O 13.6995 14.4594 25.276 0.0323 -0.2289 -0.0623
O 13.6123 10.0652 24.1947 -0.1321 0.2992 -0.1578
O 12.2105 9.927 26.5118 0.0112 -0.0732 0.2618
Si 0.0034 16.3703 5.4659 -0.0476 -0.0361 -0.019
Si 2.7449 2.7255 5.4548 -0.0095 -0.037 -0.032
Si 16.4016 5.4604 5.425 -0.0208 -0.0036 -0.0491
Si 2.7267 8.1892 5.4155 -0.0103 0.017 -0.0261
Si 16.3994 10.9142 5.4924 -0.0176 -0.0285 -0.0008
Si 2.7477 13.6473 5.4991 -0.0021 0.0366 -0.0191
Si 5.4738 0.0236 5.4578 0.0022 0.0338 -0.0224
Si 8.1772 2.6985 5.402 -0.0869 -0.0346 -0.0302
Si 5.4669 5.469 5.4525 0.0315 -0.0426 -0.0204
Si 8.1693 8.1896 5.44 -0.0323 -0.0482 -0.0413
Si 5.4516 10.9104 5.4463 0.0169 0.0575 -0.0339
Si 8.1601 13.6535 5.5105 0.0256 -0.0247 -0.018
Si 10.8932 16.3787 5.4548 0.0417 0.0282 -0.0505
Si 13.6337 2.7283 5.446 0.0867 0.0109 0.02
Si 10.9228 5.4355 5.4096 -0.015 0.0867 -0.0328
Si 13.6491 8.1472 5.4697 -0.0414 -0.008 0.001
Si 10.9283 10.8925 5.4714 0.0259 -0.0296 0.007
Si 13.6636 13.6102 5.4489 -0.0382 -0.0346 -0.0006
Si 1.3688 1.3561 6.8149 0.0055 -0.002 -0.0014
Si 4.1019 4.1004 6.8157 -0.0049 0.0103 0.0174
Si 1.3623 6.8283 6.7999 -0.0225 0.0031 -0.0187
Si 4.0834 9.5463 6.8101 0.0047 0.008 -0.0153
Si 1.3646 12.2864 6.8471 -0.0021 0.0017 0.0222
Si 4.1171 15.0406 6.8294 0.0124 -0.0432 -0.0129
Si 6.831 1.3776 6.8301 -0.0273 0.0343 0.0093
Si 9.5532 4.0673 6.7772 0.0512 -0.0461 -0.0218
Si 6.8262 6.8245 6.8197 -0.0059 0.016 0.0306
Si 9.5519 9.5317 6.8214 0.0474 -0.0022 -0.0099
Si 6.8002 12.2751 6.8475 0.0004 0.0139 -0.0076
Si 9.5487 15.0214 6.8478 -0.0179 0.0096 0.0147
Si 12.2769 1.3491 6.8113 0.0328 -0.0237 -0.0063
Si 15.0254 4.0965 6.7974 -0.0653 0.0123 0.0021
Si 12.2756 6.7875 6.8169 0.037 0.0075 0.0093
Si 15.0265 9.5265 6.826 0.0124 0.0048 0.0164
Si 12.2949 12.2654 6.8334 0.0229 0.0315 -0.0071
Si 15.0224 15.0024 6.8133 0.0027 0.0125 -0.0032
Si 16.3933 2.7292 8.1664 -0.0156 -0.0135 -0.0011
Si 2.7403 0.0029 8.1868 -0.008 -0.0031 -0.0071
Si 0.0023 8.1793 8.1926 -0.0052 0.0111 0.0097
Si 2.7259 5.4638 8.1737 -0.0088 -0.0173 0.0021
Si 16.3956 13.6579 8.1938 -0.0189 -0.0089 0.0085
Si 2.7306 10.912 8.1982 -0.0016 0.0147 -0.01
Si 5.4642 2.7454 8.1926 -0.0001 -0.0027 0.0012
Si 8.192 0.0054 8.2025 0.0075 -0.0202 0.0021
Si 5.4567 8.1884 8.1813 -0.0043 -0.0094 0.0032
Si 8.2005 5.4442 8.1635 -0.015 0.0141 -0.0185
Si 5.4594 13.6649 8.2083 0.0015 -0.0077 0.0158
Si 8.1979 10.9121 8.1882 0.004 0.0136 -0.0048
Si 10.9208 2.725 8.1767 0.0071 -0.0056 0.0009
Si 13.6599 16.3869 8.1719 -0.006 -0.0183 -0.0016
Si 10.9233 8.1662 8.1831 -0.0394 -0.0168 0.0055
Si 13.6633 5.4491 8.1845 0.0227 0.0158 0.0212
Si 10.9377 13.6516 8.1945 0.0406 0.011 0.0017
Si 13.6684 10.9004 8.1939 -0.0369 -0.0126 0.0017
Si 1.3547 4.0983 9.5383 -0.0139 0.004 -0.0027
Si 4.0946 1.3807 9.556 0.0056 -0.0136 -0.002
Si 1.365 9.5485 9.5675 0.0061 0.0075 0.007
Si 4.0895 6.8275 9.5488 0.0102 0.0141 0.0015
Si 1.364 15.0395 9.5428 0.0144 -0.0033 -0.0054
Si 4.0914 12.2892 9.5602 -0.0104 0.0175 0.0019
Si 6.8284 4.1107 9.5556 0.0105 -0.0227 -0.0018
Si 9.5663 1.37 9.566 0.0005 0.0091 -0.0064
Si 6.8319 9.5459 9.5486 0.0141 0.0324 -0.0042
Si 9.562 6.8012 9.5443 0.02 0.0004 -0.0061
Si 6.8302 15.0377 9.5683 0.0147 -0.0117 -0.0089
Si 9.5744 12.2767 9.5539 -0.0118 0.0145 -0.0166
Si 12.2938 4.0871 9.5509 0.0088 -0.0113 0.001
Si 15.0277 1.3623 9.5346 0.0045 -0.01 -0.0028
Si 12.2991 9.5308 9.5513 0.0193 0.0097 0.0023
Si 15.0321 6.8154 9.5559 -0.0043 0.003 0.0059
Si 12.31 15.0225 9.5567 -0.0126 0.0008 0.0027
Si 15.0408 12.2757 9.5543 0.0052 0.0203 0.0016

Results
total energy: -85942.322 eV
total energy less fixed offsets of O -438.35, Si -107.03 eV per atom: 12.118 eV
